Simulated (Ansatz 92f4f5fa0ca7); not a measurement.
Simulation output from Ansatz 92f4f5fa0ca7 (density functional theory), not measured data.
Periodic cell of 208 atoms, Si128O80, from a study of silicon, its oxide and their interface. The atomic structure is a simulated model.
Doubt: the cutoff is far below the 930 eV that the study's wrapper takes by default for these files, so forces and energies are approximate.
This geometry differs little from another in the collection (a relaxation step or a small displacement).

Settings: functional PBE; potential files Ansatz PAW; basis plane waves; wave-function cutoff 580 eV; density cutoff ratio 5; exchange-correlation grid ratio 1; k mesh 1 x 1 x 1, Gamma-centred; self-consistency stop 5e-08 eV per atom in the density residual; occupations fixed; spin none; net charge 0.

Cell vectors (angstrom)
a	10.938	0	0
b	0	10.938	0
c	-3.0147	-3.1323	30.774

Atoms and the computed forces on them: element, x, y, z (angstrom), force x, y, z (eV/angstrom)
Si	-1.7742	-4.274	23.3855	-0.0296	0.0687	-0.3296
Si	0.7246	-1.506	23.2797	0.0343	-0.0158	-0.2968
Si	-1.4762	0.7267	23.3413	0.0988	-0.034	-0.3169
Si	1.4003	-7.4355	23.219	0.0455	-0.0623	-0.1973
Si	-6.8313	-4.8224	23.3514	-0.0413	0.0852	-0.3502
Si	-4.0751	-2.1426	23.2853	-0.0735	-0.0576	-0.4293
Si	3.6606	1.3033	23.1261	-0.0286	-0.0318	-0.2074
Si	-4.6072	-7.0065	23.2868	-0.012	0.0575	-0.3112
Si	-0.2756	-3.082	24.7185	0.0106	-0.002	-0.1325
Si	2.4988	-0.3815	24.4553	-0.1084	0.0794	-0.1984
Si	-0.2415	-8.5937	24.5659	0.0632	-0.0266	-0.202
Si	2.4982	-5.9195	24.6575	-0.0268	-0.0109	-0.1071
Si	-5.716	-3.1804	24.6307	0.005	-0.0079	-0.1343
Si	-3.0416	-0.4486	24.6202	0.0343	-0.0842	-0.1165
Si	5.1728	2.3581	24.6131	0.0146	0.03	-0.1476
Si	-2.9903	-5.8834	24.6295	-0.0273	0.0291	-0.2527
Si	-1.669	-1.75	26.0371	-0.0615	-0.0206	0.139
Si	1.1296	0.9505	25.9473	-0.0214	0.0107	-0.0708
Si	-1.6191	-7.2537	25.9645	0.0021	-0.0405	0.0523
Si	1.1144	-4.5086	25.9785	-0.0255	-0.0299	0.0897
Si	3.8225	-1.7582	25.9231	-0.0299	0.0105	0.0111
Si	6.5405	0.9575	25.9537	0.0346	0.0601	0.094
Si	3.8355	3.6829	26.0293	0.0133	-0.0065	0.1284
Si	-4.3665	-4.5177	26.0123	0.1025	-0.0769	0.0592
Si	-3.0147	-3.1323	27.3558	-0.0519	-0.0908	0.3236
Si	-0.2802	-0.3978	27.3558	0.1787	0.2105	-0.0162
Si	-3.0147	-8.6013	27.3558	0.0232	-0.1211	-0.2938
Si	-0.2802	-5.8668	27.3558	0.0453	0.0058	-0.1498
Si	2.4543	-3.1323	27.3558	0.1667	0.1113	-0.2399
Si	5.1888	-0.3978	27.3558	-0.1418	-0.0426	-0.2711
Si	2.4543	2.3367	27.3558	-0.0466	-0.228	0.1168
Si	5.1888	-5.8668	27.3558	0.0923	-0.0541	0.249
Si	1.3673	-1.3673	3.418	0.3451	0.0167	-0.0331
Si	4.1018	1.3673	3.418	-0.2046	-0.2005	0.5225
Si	1.3673	4.1018	3.418	-0.1361	0.0182	-0.5779
Si	4.1018	-4.1018	3.418	-0.055	0.2049	-0.1038
Si	6.8362	-1.3673	3.418	-0.0537	0.024	0.1522
Si	-1.3673	1.3673	3.418	-0.1533	-0.0107	-0.0619
Si	6.8362	4.1018	3.418	0.0592	0.123	0.2731
Si	-1.3673	-4.1018	3.418	-0.1376	0.0919	0.3786
Si	2.6977	-0.0262	4.8756	0.0267	0.0975	-0.0172
Si	5.4644	2.7378	4.8043	0.0042	0.0424	-0.0409
Si	2.6924	5.4803	4.728	-0.0425	0.0156	0.0467
Si	5.4219	-2.6969	4.8017	0.0666	0.028	-0.0589
Si	-2.7483	0.0139	4.8074	0.0697	-0.1302	0.031
Si	-0.0301	2.7813	4.7376	0.0572	0.0303	-0.1914
Si	8.1327	5.5373	4.8497	-0.0128	0.1404	-0.091
Si	0.0985	-2.7741	4.776	-0.0553	-0.0718	-0.1585
Si	1.3312	1.4982	6.1262	0.0008	0.0007	0.2496
Si	4.0442	4.1464	6.0719	-0.1191	-0.0883	0.3089
Si	1.391	-4.1636	6.2243	-0.0027	-0.0873	0.0579
Si	4.0392	-1.4463	6.2836	-0.0384	-0.1173	-0.0913
Si	-4.1461	1.3584	6.2015	-0.0658	0.021	-0.0267
Si	-1.3628	4.1603	6.0866	0.0052	0.0903	0.026
Si	6.5938	-4.1463	6.251	-0.1949	-0.0033	0.1074
Si	-1.2714	-1.4162	6.0569	-0.1261	-0.0198	0.506
Si	-0.1381	0.8435	7.84	-0.0385	-0.1631	-0.0616
Si	2.5111	3.0076	7.4293	0.183	0.0504	0.1912
Si	0.2221	-5.7831	7.5488	0.1197	0.0887	0.5267
Si	3.1386	-3.3068	7.5566	0.0291	0.0976	-0.0242
Si	5.6005	-0.2145	7.5499	0.1984	-0.1493	0.4605
Si	-2.6102	2.7131	7.3779	0.1042	-0.0888	0.4405
Si	4.8278	5.8497	7.4553	0.2905	-0.183	-0.1627
Si	-3.3669	-2.7017	7.8283	0.1539	-0.0662	0.2267
Si	-1.6475	-4.4995	28.723	-0.0394	0.0453	-0.0106
Si	1.087	-1.765	28.723	-0.0419	0.0344	-0.0286
Si	-1.6475	-9.9685	28.723	0.0592	0.0204	-0.0226
Si	1.087	-7.234	28.723	-0.0028	-0.0303	-0.018
Si	3.8215	-4.4995	28.723	0.0722	0.018	-0.0203
Si	6.556	-1.765	28.723	-0.0065	-0.0677	-0.0223
Si	3.8215	0.9695	28.723	-0.0717	0.0114	-0.0107
Si	6.556	3.704	28.723	-0.0432	0.063	-0.0087
Si	-0.2802	-3.1323	30.0903	0.0169	-0.0479	-0.0159
Si	2.4543	-0.3978	30.0903	0.0491	-0.0094	-0.0272
Si	-0.2802	-8.6013	30.0903	-0.0596	0.0091	0.0097
Si	2.4543	-5.8668	30.0903	0.0002	0.0488	-0.0164
Si	5.1888	-3.1323	30.0903	-0.0062	0.0255	-0.0043
Si	-3.0147	-0.3978	30.0903	-0.019	-0.0024	-0.0206
Si	5.1888	2.3367	30.0903	0.0353	-0.0575	-0.0248
Si	-3.0147	-5.8668	30.0903	0.0579	-0.0458	-0.0207
Si	1.3673	1.3673	0.6835	0.0135	0	0.0104
Si	4.1018	4.1018	0.6835	0.036	-0.0288	0.0072
Si	1.3673	-4.1018	0.6835	-0.0504	0.085	0.0277
Si	4.1018	-1.3673	0.6835	-0.0366	-0.0266	0.0041
Si	6.8362	1.3673	0.6835	-0.0574	0.0373	0.0199
Si	-1.3673	4.1018	0.6835	-0.0023	0.0379	0.0102
Si	6.8362	-4.1018	0.6835	0.0109	-0.0201	0.0139
Si	9.5708	-1.3673	0.6835	-0.0166	0.0165	-0.0008
Si	0	0	2.0507	-0.0443	-0.0219	0.045
Si	2.7345	2.7345	2.0507	-0.0925	-0.0141	0.0299
Si	0	-5.469	2.0507	-0.0427	-0.1588	-0.0182
Si	2.7345	-2.7345	2.0507	0.114	0.0809	-0.0547
Si	5.469	0	2.0507	0.0433	-0.0423	0.0176
Si	8.2035	2.7345	2.0507	0.0547	-0.0206	-0.0026
Si	5.469	5.469	2.0507	-0.0089	-0.014	0.0397
Si	8.2035	-2.7345	2.0507	0.0701	0.0536	0.034
Si	-1.8168	2.0289	18.4782	0.2505	-0.0948	-0.3529
Si	3.0463	-6.306	18.3043	0.0323	-0.0906	-0.1905
Si	-4.9878	-2.1384	20.2612	0.0392	-0.1556	-0.3024
Si	-0.7068	4.0016	12.8458	-0.0005	-0.0566	0.0886
Si	3.0978	-1.9302	14.6234	0.0293	-0.0682	-0.0244
Si	-2.0632	-2.8917	15.3924	-0.0087	-0.0461	-0.0301
Si	3.5104	2.0647	12.6137	-0.1025	0.1084	0.3196
Si	2.4455	-2.9832	9.8085	-0.0788	-0.025	0.1641
Si	4.3128	1.8532	17.871	0.0397	0.1314	-0.1515
Si	0.0226	-6.391	18.2302	0.1228	-0.2412	-0.3985
Si	3.5676	-4.149	20.4066	0.1113	-0.0707	-0.3883
Si	0.0713	-4.872	10.5207	0.1342	0.0558	0.351
Si	0.5123	1.1535	13.0014	-0.0692	0.1594	0.1136
Si	1.747	-1.8872	20.4726	0.0282	0.1255	-0.4255
Si	4.4271	4.8656	13.2457	0.0168	0.0312	0.1649
Si	4.7029	0.7541	15.1169	0.0139	0.1157	0.0278
Si	4.2399	-3.1043	12.1574	0.0019	-0.0745	0.2568
Si	4.3659	1.6729	9.6837	-0.2171	-0.0111	0.0246
Si	-0.4482	-6.0387	21.205	-0.0268	0.1049	-0.166
Si	-0.021	-5.213	15.3028	-0.0055	-0.084	0.0185
Si	4.0735	0.1589	20.3475	-0.2107	-0.1026	-0.503
Si	-2.9617	-2.0075	18.0045	0.0182	0.1399	-0.0448
Si	-2.7053	-8.3071	21.2359	-0.1174	-0.1437	-0.2451
Si	7.2145	-2.8625	12.8662	0.0459	-0.0526	-0.0174
Si	3.004	-4.7128	15.6088	0.008	-0.1142	0.014
Si	0.2552	-0.6814	15.4398	-0.0642	0.1627	0.026
Si	-4.0289	0.7122	16.9971	0.0934	0.0359	-0.0886
Si	0.3908	-0.5602	10.3585	-0.1127	-0.2964	0.1733
Si	-0.2341	-0.439	18.4344	-0.1553	0.0404	-0.1691
Si	-1.9355	-2.5347	10.5473	0.0826	0.1682	0.2338
Si	6.4004	4.0774	9.5032	0.0455	0.1829	0.0145
Si	7.2766	4.9135	12.4274	0.0397	0.0913	0.3965
O	0.9417	-6.5953	21.8585	0.0112	-0.0702	0.1999
O	-3.9131	-0.8637	17.3467	-0.0021	-0.0722	0.0521
O	5.2423	-5.875	22.7277	-0.0211	-0.0381	0.53
O	-0.9309	-3.7099	11.0585	-0.0505	-0.0391	-0.0885
O	-0.1426	4.4164	14.3312	0.0205	0.0497	-0.0192
O	-0.3558	-11.2892	22.7527	-0.0147	0.0344	0.5108
O	-0.4091	-5.29	9.0141	-0.0074	-0.1864	-0.5471
O	4.498	0.9461	21.7163	-0.0694	0.1768	0.4633
O	0.5796	0.6623	9.304	0.0331	0.2232	-0.1394
O	3.8265	1.3566	16.3799	-0.0065	-0.0249	0.0587
O	-5.0381	1.5158	17.9894	-0.0309	-0.0087	0.0993
O	0.4215	-0.1569	16.9694	0.0249	-0.0308	0.0667
O	4.9323	0.3089	8.9859	0.0708	-0.03	-0.3923
O	-0.2848	-5.6109	19.6301	-0.0454	0.0399	0.4162
O	-0.5341	10.2804	7.3257	-0.0264	0.0382	-0.3679
O	-1.4923	1.7374	8.1344	-0.0185	0.0765	-0.2328
O	3.5531	1.1322	19.1284	0.0428	-0.1014	0.246
O	5.42	5.2344	8.8962	-0.1305	0.1579	-0.1514
O	2.0533	1.6238	13.1568	0.1302	0.0006	-0.063
O	6.8347	-1.2389	7.9937	-0.2882	0.0432	-0.2185
O	8.9283	-2.6233	6.9125	0.0547	0.1098	-0.2557
O	5.6668	-2.4598	12.5879	0.0042	0.0535	-0.0325
O	8.1407	-2.017	11.8314	-0.0012	-0.0446	-0.1448
O	5.233	-0.7855	19.6838	0.0091	0.0565	0.139
O	-1.5126	-1.4191	18.3837	0.0071	-0.0283	0.0798
O	-0.0092	4.8673	11.6358	0.0204	0.0841	-0.1835
O	7.469	-4.4355	12.618	0.0015	-0.0463	-0.1015
O	4.5807	1.622	13.7546	-0.0069	-0.0225	-0.108
O	3.183	2.308	8.7661	-0.0585	0.0397	-0.2275
O	1.5907	-1.4935	15.016	0.0952	-0.0534	-0.0125
O	-0.1485	-5.4643	16.9077	-0.0208	0.0309	0.1141
O	3.085	-5.1566	17.1581	0.023	0.0427	0.0903
O	-2.7037	-3.1676	16.8785	-0.0269	-0.0038	0.0702
O	-1.5103	-7.2395	21.4074	0.0656	0.0517	0.0204
O	-4.0656	-7.6936	21.8766	-0.0076	0.0307	0.2606
O	-1.2178	-4.1907	14.8847	-0.0115	0.041	-0.0212
O	-2.9083	-3.0963	9.3607	-0.1188	-0.0991	-0.2113
O	4.1742	-0.7499	14.8549	0.0074	-0.0482	0.0391
O	3.881	-2.851	10.5962	-0.0018	0.008	-0.1827
O	1.0349	-2.3084	21.8633	-0.0941	0.0277	0.4189
O	3.4782	-5.6144	19.7094	-0.0145	0.0694	0.1979
O	-4.6396	0.8011	15.4875	-0.0605	-0.0275	-0.025
O	-1.0507	-1.2638	10.0601	0.0035	0.0474	-0.0679
O	3.8539	-5.8124	14.7504	0.0046	0.0131	-0.0479
O	6.0033	4.4291	13.3322	-0.0019	-0.0039	-0.0739
O	2.8818	-0.8041	20.8741	0.0438	0.0167	0.1788
O	2.3811	-3.2177	19.7778	-0.0665	0.0318	0.1161
O	-1.0629	-1.6181	15.3907	-0.0074	-0.0349	-0.0326
O	-0.9947	-4.744	22.0072	-0.029	-0.0238	0.2318
O	0.0202	0.5815	14.442	0.0147	-0.0454	-0.0142
O	4.272	-4.7142	12.3766	-0.0264	0.0005	-0.0854
O	0.4083	-0.0194	11.888	0.0313	-0.1092	-0.2059
O	3.6241	-3.2113	15.495	-0.0016	0.0584	0.0467
O	1.3745	-6.8842	8.0551	0.0273	0.0196	-0.4904
O	-2.5637	1.4117	17.1574	-0.0051	0.05	0.0979
O	-2.9124	-3.2209	22.807	-0.0053	0.0336	0.4656
O	5.5799	2.727	9.8191	0.0146	-0.0655	0.0731
O	5.0099	-3.458	20.1092	0.0186	-0.0192	0.1098
O	-0.6916	0.9934	19.0564	-0.0464	0.0455	0.0973
O	3.0816	-2.3824	13.0517	-0.0441	0.0399	-0.0212
O	-3.6708	-2.5216	19.3725	-0.0696	0.0242	0.1342
O	1.5507	-6.9693	18.3238	-0.0428	0.0781	0.1075
O	-2.9095	-8.6059	19.6444	-0.0993	0.0716	0.4066
O	17.1689	20.1395	21.8127	0.143	0.0146	0.4216
O	1.6048	-4.2777	10.4195	0.0464	0.0437	-0.157
O	-1.0461	-7.5785	18.0013	-0.0439	0.0401	0.1122
O	7.6323	-2.5428	14.4002	-0.0015	0.0029	-0.0062
O	1.5958	-1.6231	10.1066	0.0248	-0.0249	-0.0922
O	4.106	-7.4826	17.9771	0.0013	0.0065	0.0415
O	-2.3225	4.1453	12.9008	-0.0642	0.009	-0.067
O	7.0457	4.6383	10.8614	-0.0383	-0.0405	-0.2851
O	7.6221	3.6951	8.5007	-0.001	-0.0456	-0.2718
O	3.5858	3.6919	12.4906	-0.0135	-0.0475	-0.1215
O	0.824	-1.1717	19.3765	0.0953	-0.0941	0.1955
O	2.4719	-8.5704	22.6283	-0.0157	0.0548	0.4645
O	-0.3954	2.4297	12.5804	0.0144	-0.0059	-0.0292
O	3.8038	1.3483	11.1818	0.0744	-0.0584	-0.2866
O	3.3416	-4.2265	22.0123	0.0778	-0.0993	0.4116
O	-2.2771	1.2552	21.9935	0.0119	0.054	0.2214
O	1.4708	-4.6078	15.0566	0.0034	0.0325	-0.0365

Results
free energy: -126872.794 eV
free energy less fixed offsets of O -568.88, Si -635.61 eV per atom: -4.314 eV

The program warned: the cutoff lies below the one the program advises for these potential files; the exchange-correlation potential is rough where the density is thin.
